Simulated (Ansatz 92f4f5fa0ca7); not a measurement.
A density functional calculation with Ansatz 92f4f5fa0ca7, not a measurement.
Periodic cell of 186 atoms, Si104O82, from a study of silicon, its oxide and their interface. The atomic structure is a simulated model.

Settings
functional: r2SCAN
potential files: Ansatz norm-conserving
basis: plane waves
wave-function cutoff: 1300 eV
density cutoff ratio: 4
exchange-correlation grid ratio: 1
k mesh: 2 x 2 x 1, shifted by 0.5 0.5 0.5 of a step
self-consistency stop: 5e-08 eV per atom in the density residual
occupations: Fermi-Dirac, 0.05 eV
spin: none
net charge: 0

Cell vectors (angstrom)
a 11.5403 0 0
b 0 11.5403 0
c 3.3309 -4.4687 23.8755

Atoms: element, x, y, z (angstrom)
Si 2.419 2.924 -1.1127
Si 2.4407 6.0346 -0.8738
Si 2.4512 9.0353 -1.3459
Si 6.0699 2.8032 -1.6521
Si 6.1309 5.9185 -1.1651
Si 5.8858 8.9397 -1.8046
Si 10.2929 1.8763 -1.223
Si 10.0216 6.2342 -1.4398
Si 10.2136 10.2348 -1.4012
Si 4.392 2.241 -0.0672
Si 4.3693 6.0233 0.358
Si 4.3475 9.5939 -0.0876
Si 8.0667 2.2836 -0.2994
Si 8.1495 6.0606 -0.006
Si 7.9937 9.7369 -0.4813
Si 12.0942 2.3236 0.1993
Si 11.8965 6.1403 0.1054
Si 12.0899 9.7173 -0.0724
Si 4.3724 4.017 1.4624
Si 4.38 7.9933 1.5533
Si 4.3641 11.667 1.1672
Si 8.1661 4.0907 1.2588
Si 8.1347 8.0572 1.2496
Si 8.0425 11.7101 0.997
Si 11.9442 4.2212 1.4611
Si 11.97 8.0083 1.4675
Si 12.1205 11.7057 1.2556
Si 2.3978 4.0975 2.7138
Si 2.3927 8.0264 2.7979
Si 2.4905 11.6795 2.6604
Si 6.3277 4.0681 2.7354
Si 6.3421 8.049 2.8088
Si 6.2578 11.685 2.6166
Si 9.9982 4.1165 2.7101
Si 10 8.0704 2.7227
Si 10.0297 11.6816 2.5082
Si 2.4425 2.1041 3.9263
Si 2.4376 6.0368 3.9737
Si 2.4423 9.8886 4.2544
Si 6.2972 13.6108 3.9821
Si 6.3018 6.0499 4.0162
Si 6.2974 9.9174 4.2899
Si 10.0305 13.6257 3.8487
Si 10.0347 6.0914 3.9803
Si 10.04 9.9186 4.198
Si 4.3453 2.0464 5.3164
Si 4.348 6.0454 5.3182
Si 4.348 9.8605 5.7236
Si 8.2215 2.0919 5.3335
Si 8.1801 6.1184 5.4006
Si 8.2071 9.9363 5.757
Si 11.9805 2.0933 5.1305
Si 12.0246 6.0593 5.2386
Si 12.0073 9.8857 5.5982
Si 4.3451 4.0458 6.465
Si 4.3304 7.7253 6.9494
Si 4.3253 11.9229 7.0177
Si 8.1779 4.1016 6.5009
Si 8.1922 7.8273 7.0417
Si 8.264 12.0153 7.0404
Si 11.9944 4.0437 6.3409
Si 12.0902 7.7657 6.8323
Si 11.9961 11.9972 6.7545
Si 2.3504 3.9642 7.6186
Si 2.3928 7.0632 8.2368
Si 2.2564 12.4542 8.1654
Si 6.2445 4.144 7.786
Si 6.2069 7.2085 8.2976
Si 6.2971 12.6506 8.2131
Si 10.1451 4.127 7.7269
Si 10.2409 7.1844 8.138
Si 10.2892 1.1176 8.2774
Si 10.6483 8.7448 10.8883
Si 6.5905 4.2877 17.218
Si 6.0677 11.4947 11.1428
Si 7.0731 5.6111 20.057
Si 3.5344 4.2034 12.0459
Si 9.3356 10.6492 14.6727
Si 6.2657 6.9487 16.1423
Si 11.8933 6.7866 12.9447
Si 2.9085 7.0693 11.2805
Si 0.5216 11.4742 10.5275
Si 13.3508 2.8753 19.6784
Si 3.439 0.0245 14.6654
Si 11.883 10.3193 18.4611
Si 8.4587 8.2597 19.532
Si 11.1924 7.3812 18.5882
Si 11.2586 1.4348 17.8493
Si 5.7681 2.5814 12.7252
Si 13.5501 5.8154 19.3992
Si 5.5383 8.6141 11.1506
Si 11.4227 5.9904 15.7829
Si 9.4366 3.578 16.3577
Si 15.6878 9.4741 20.4411
Si 1.9284 1.7904 12.6164
Si 4.8811 9.1921 15.5955
Si 12.1509 -0.4897 15.7847
Si 12.9446 4.3227 13.9139
Si 15.4745 7.761 17.8461
Si 5.3708 2.0829 15.622
Si 8.0504 1.8935 14.3526
Si 8.051 9.584 12.2107
Si 7.6056 9.342 16.8819
Si 14.2231 0.2673 19.9926
O 8.8093 9.5102 13.6453
O 14.1043 5.8659 20.9086
O 2.5449 4.5314 -1.6193
O 7.2723 7.2084 19.8456
O 9.6027 7.321 18.8286
O 10.9555 -0.7791 14.7296
O 8.4981 5.0248 20.6607
O 15.8668 8.638 19.1087
O 6.0071 7.2866 -2.1176
O 1.1468 2.7127 13.7464
O 5.7064 1.9348 -3.0133
O 5.0348 2.7394 14.1746
O 13.2115 3.0308 21.3162
O 10.7619 0.002 18.5245
O 11.5891 8.8807 19.131
O 7.3763 2.5426 13.0036
O 13.258 -0.5939 19.0218
O 10.1192 11.8144 -0.9571
O 2.4152 7.6168 9.8233
O 13.3688 7.3361 12.4865
O 2.6988 2.8519 11.6296
O 10.1492 5.0239 16.134
O 12.6313 4.9155 15.4128
O 7.9298 9.3944 18.475
O 6.2363 2.7311 8.6865
O 6.8432 8.4911 12.1367
O 9.1107 2.9949 14.8821
O 6.4865 4.8828 18.7158
O 3.6188 8.7608 16.5752
O 10.2073 2.4851 17.2599
O 10.2022 2.7513 8.679
O 4.2797 7.7999 11.7406
O 10.1997 5.5618 8.6114
O 10.6688 8.0942 9.4227
O 10.7173 0.415 9.7224
O 5.9939 8.0587 9.6933
O 6.2569 5.5627 8.6991
O 14.3085 6.7236 18.2795
O 16.8046 6.9484 17.427
O 3.2316 5.4792 11.1106
O 8.0707 3.6822 17.1848
O 8.8584 0.5341 14.0971
O 1.8229 11.5853 9.532
O 10.911 2.0266 -2.7548
O 12.0453 9.8969 16.9063
O 6.4554 11.8612 9.6318
O 8.7195 10.2594 16.1281
O 11.5892 6.9896 17.0495
O 5.1362 3.865 11.9395
O 7.6605 7.759 16.4294
O 4.1869 0.9633 15.8021
O 5.4065 1.2188 11.914
O 9.1502 9.3254 11.0637
O 2.2867 5.4066 8.4515
O 5.0903 10.189 11.0883
O -0.1578 7.0119 14.4922
O 14.5166 4.6023 13.5487
O 12.1204 0.9678 16.5327
O 14.5158 1.7648 19.4097
O 10.1849 4.8796 -2.4081
O 5.4434 3.1613 16.8516
O 5.8807 5.4491 21.1504
O 11.9808 5.1404 12.8439
O 6.0387 4.4509 -2.0011
O 2.488 7.4162 -1.855
O 2.042 -0.6248 15.1058
O 6.5531 5.3724 15.9658
O 16.9809 9.1645 21.3618
O 6.0931 9.8581 16.5004
O 13.6538 4.2649 18.9187
O 12.0086 2.2448 19.0286
O 7.403 11.0532 11.9615
O 15.6433 11.0584 20.0715
O 6.8838 1.4873 15.4361
O 11.9948 6.3015 19.4928
O 0.2137 9.943 11.0162
O 10.8453 7.5565 11.9931
O 2.2957 2.5615 8.5618
O 5.4871 7.7928 14.9592
O 3.0619 0.8487 13.3222
O 4.4194 10.2624 14.4609
O 0.8486 0.8793 11.8271

Results
free energy: -50299.744 eV
free energy less fixed offsets of O -463.61, Si -117.95 eV per atom: -16.924 eV
pressure: -2.04 GPa
stress xx, yy, zz, yz, xz, xy (GPa, positive in tension): 0.66, 3.63, 1.82, 0.04, 0.32, 0.57

Forces (eV/angstrom), in the order of the atoms: element, x, y, z
Si -0.0544 0.1595 -0.7119
Si 0.0037 0.0077 -1.1343
Si -0.3086 -0.1611 -0.4086
Si -0.1168 0.1614 -0.0686
Si -0.1477 -0.1162 -0.6091
Si -0.1898 -0.2652 -0.173
Si 0.0601 -0.0819 0.0035
Si 0.1274 -0.2844 -0.3877
Si 0.1773 0.3193 -0.0678
Si -0.0608 -0.0164 -0.0119
Si 0.1947 0.0074 -0.1291
Si 0.013 0.0431 -0.2528
Si 0.2771 0.0588 -0.4296
Si 0.0095 0.0059 -0.0921
Si 0.1126 -0.1257 -0.5249
Si -0.0328 -0.0631 -0.1484
Si -0.2206 -0.1028 -0.1846
Si 0.0741 -0.0002 -0.4346
Si 0.0056 -0.1102 0.3026
Si 0.0429 0.0735 0.3501
Si -0.0568 0.0598 -0.0954
Si 0.0095 -0.1354 -0.159
Si -0.0332 0.1194 -0.134
Si -0.0106 -0.0114 0.179
Si -0.1611 -0.0587 0.2343
Si 0.0305 0.2438 0.3149
Si 0.0879 0.0276 0.4074
Si 0.1239 -0.0088 -0.205
Si 0.0222 -0.0346 -0.0593
Si -0.2355 -0.0087 -0.2355
Si -0.1662 0.0016 -0.0038
Si -0.13 -0.0193 0.0314
Si 0.2077 0.0618 -0.1427
Si 0.0927 0.0302 -0.0574
Si 0.068 -0.1196 0.0028
Si -0.0069 0.0315 -0.3022
Si -0.0554 -0.0887 0.0921
Si 0.0134 0.1107 0.2755
Si 0.0185 0.0462 0.041
Si -0.0543 -0.1367 -0.0003
Si 0.0706 0.0959 0.0725
Si -0.0345 -0.0547 -0.0703
Si 0.0265 -0.1001 0.0045
Si -0.125 0.1175 0.0966
Si 0.0476 0.059 -0.034
Si 0.0116 -0.0217 -0.2724
Si -0.093 0.0819 -0.3286
Si 0.0028 -0.1172 0.1059
Si 0.0109 -0.0843 -0.2428
Si -0.0112 0.127 -0.2268
Si -0.0279 -0.0338 0.1436
Si 0.0294 -0.1598 -0.3839
Si 0.1658 0.1383 -0.3779
Si -0.0163 -0.0494 0.09
Si 0.0681 0.0289 0.1553
Si -0.0667 0.0118 0.1649
Si -0.0348 0.1476 0.2076
Si 0.0602 -0.0143 0.2216
Si -0.0457 -0.1352 0.2447
Si 0.1486 0.1185 0.1924
Si -0.2098 0.0161 0.0551
Si 0.0049 -0.0759 -0.0297
Si -0.1203 -0.0581 0.0536
Si 0.0979 -0.0488 1.1024
Si -0.0203 -0.2622 0.7019
Si -0.0108 0.3819 0.6376
Si 0.0521 0.0669 0.9269
Si 0.035 -0.2231 0.4971
Si 0.0247 0.2245 0.6665
Si -0.0872 0.0848 0.9764
Si 0.0109 -0.23 0.305
Si -0.084 0.1631 0.6197
Si -0.1791 -0.1231 0.3235
Si 0.0016 -0.1851 -0.4502
Si -0.0556 0.0073 0.4548
Si -0.1069 0.045 0.0227
Si 0.1394 0.1268 0.1167
Si 0.0741 -0.0772 0.0099
Si 0.1003 -0.2541 -0.2047
Si -0.0658 -0.1695 0.0619
Si 0.1012 -0.2467 0.4057
Si -0.051 0.1626 0.1009
Si 0.0433 -0.1982 -0.5384
Si -0.0751 -0.0503 0.0268
Si -0.1305 -0.1127 -0.3032
Si 0.0277 0.0876 -0.2515
Si 0.1158 -0.0108 -0.3191
Si -0.0644 0.0697 -0.1305
Si -0.0319 0.2324 -0.0801
Si -0.1383 0.0611 -0.3302
Si -0.0409 -0.0636 0.2806
Si 0.0581 -0.0252 -0.0428
Si -0.0162 -0.0108 -0.1096
Si 0.0176 -0.0923 -0.101
Si 0.0517 0.1641 0.1376
Si -0.1991 0.1639 -0.2495
Si 0.0304 -0.1073 -0.1655
Si -0.0388 -0.014 0.1438
Si -0.0018 -0.0125 -0.2422
Si -0.1569 0.0712 0.1673
Si 0.1663 0.0444 -0.1868
Si 0.072 -0.0799 0.2429
Si 0.1324 0.1234 -0.1166
Si 0.2199 0.0842 -0.3846
O -0.0972 0.2306 -0.2137
O -0.221 -0.1557 0.4739
O -0.2143 -0.151 0.7172
O 0.1036 -0.066 -0.0045
O -0.026 0.1763 0.1603
O -0.1048 0.0812 0.198
O 0.0965 -0.0848 0.3523
O -0.0737 0.0178 0.1021
O 0.1101 0.4868 0.4904
O 0.2798 0.0824 -0.2457
O 0.1625 0.218 0.126
O 0.235 -0.2005 -0.0012
O 0.07 -0.4599 0.3224
O 0.3925 -0.046 -0.0716
O -0.0356 0.0249 -0.0265
O -0.2873 -0.2013 0.3343
O 0.0243 0.0917 0.253
O -0.0412 -0.0997 -0.4539
O -0.055 -0.1888 -0.585
O -0.0008 -0.1195 -0.2971
O -0.0164 -0.0263 0.2214
O 0.1085 -0.1036 0.0147
O -0.2244 0.1171 -0.2254
O 0.0729 -0.3218 0.0907
O 0.0248 -0.3591 -0.7037
O -0.1005 0.3139 -0.3
O -0.1669 -0.1089 0.2303
O 0.2412 0.1788 0.2882
O 0.4307 -0.1665 0.1148
O 0.094 -0.0255 -0.0576
O 0.0304 -0.3861 -0.7077
O 0.0367 0.0393 -0.319
O 0.0117 0.3163 -0.7365
O -0.0959 -0.1921 0.0271
O 0.0404 0.1437 -0.2951
O 0.0273 -0.2082 -0.2748
O -0.0727 0.287 -0.7348
O -0.0351 0.013 0.3189
O -0.0573 0.2269 -0.0773
O -0.0861 0.0785 0.0575
O -0.1369 0.109 -0.0747
O -0.0637 -0.0006 0.1375
O 0.1629 0.3157 -0.3147
O -0.0422 0.0897 0.2551
O -0.0179 0.3493 0.2527
O -0.113 0.1319 -0.1735
O -0.1054 -0.1116 -0.0109
O -0.1316 -0.0599 0.2984
O -0.2611 -0.2204 0.1615
O -0.3513 0.1736 0.0826
O 0.1239 0.0257 -0.3144
O 0.1646 -0.1251 -0.1399
O 0.0977 0.0108 0.0442
O 0.0592 0.3644 -0.3637
O 0.3 -0.0196 -0.0989
O 0.1347 -0.2495 -0.0915
O -0.1728 -0.1774 -0.3541
O -0.1836 -0.1898 0.2094
O -0.3501 -0.1061 0.3096
O -0.0093 0.4647 0.1421
O 0.2908 0.0442 -0.1174
O 0.1967 -0.2476 0.114
O 0.2659 0.2317 0.254
O 0.1427 -0.0759 0.5114
O -0.0453 0.1968 0.8552
O 0.0332 0.213 0.0338
O -0.0366 0.0783 0.3322
O -0.0986 0.3341 0.2152
O 0.0905 -0.2918 -0.038
O -0.0612 0.0765 0.4548
O 0.1852 -0.0051 0.1234
O -0.1479 -0.1575 -0.1905
O -0.2692 -0.2555 0.2121
O -0.0626 0.1983 -0.1701
O 0.0894 0.0203 -0.0415
O -0.0436 0.0261 -0.1351
O 0.1542 0.2507 -0.3081
O 0.0317 -0.2479 -0.6977
O 0.0687 0.1431 0.5544
O -0.1158 0.0512 0.0649
O 0.0163 0.0119 0.2448
O 0.0256 -0.2656 -0.4305

The program warned: the forces do not sum to zero within the program's tolerance.
